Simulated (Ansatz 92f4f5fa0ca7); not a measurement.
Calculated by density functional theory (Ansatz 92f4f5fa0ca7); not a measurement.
Periodic cell of 226 atoms, Si134O92, from a study of silicon, its oxide and their interface. The atomic structure is a simulated model.
Doubt: the cutoff is far below the 930 eV that the study's wrapper takes by default for these files, so forces and energies are approximate.
This geometry differs little from another in the collection (a relaxation step or a small displacement).

Settings: functional PBE; potential files Ansatz PAW; basis plane waves; wave-function cutoff 580 eV; density cutoff ratio 5; exchange-correlation grid ratio 1; k mesh 1 x 1 x 1, Gamma-centred; self-consistency stop 5e-08 eV per atom in the density residual; occupations fixed; spin none; net charge 0.

Cell vectors (angstrom)
a  10.938  0  0
b  0  10.938  0
c  0  0  32.6196

Atoms: element, x, y, z (angstrom)
Si  0.3066  -0.2738  25.0954
Si  5.6375  -0.3559  25.1907
Si  2.5959  2.877  25.1161
Si  7.9323  2.9058  25.1483
Si  0.2945  5.089  25.3153
Si  5.7191  5.2041  25.0383
Si  2.529  8.3372  25.0632
Si  8.0188  8.4666  25.2426
Si  1.449  1.2869  26.4438
Si  6.7722  1.3196  26.4424
Si  4.1403  4.091  26.4247
Si  9.5542  3.9915  26.5112
Si  1.4036  6.7919  26.4809
Si  6.8575  6.7801  26.4174
Si  4.082  9.4422  26.4965
Si  9.6142  9.6209  26.4977
Si  2.7892  -0.0417  27.8485
Si  8.2146  0.0362  27.8406
Si  0.0355  2.646  27.8337
Si  5.4564  2.7102  27.8347
Si  2.7929  5.4597  27.8395
Si  8.2351  5.4538  27.8312
Si  0.0066  8.1757  27.8265
Si  5.4926  8.1214  27.8415
Si  4.1018  1.3673  29.2014
Si  9.5708  1.3673  29.2014
Si  1.3673  4.1018  29.2014
Si  6.8362  4.1018  29.2014
Si  4.1018  6.8362  29.2014
Si  9.5708  6.8362  29.2014
Si  1.3673  9.5708  29.2014
Si  6.8362  9.5708  29.2014
Si  0  0  30.5686
Si  5.469  0  30.5686
Si  2.7345  2.7345  30.5686
Si  8.2035  2.7345  30.5686
Si  0  5.469  30.5686
Si  5.469  5.469  30.5686
Si  2.7345  8.2035  30.5686
Si  8.2035  8.2035  30.5686
Si  1.3673  1.3673  31.9359
Si  6.8362  1.3673  31.9359
Si  4.1018  4.1018  31.9359
Si  9.5708  4.1018  31.9359
Si  1.3673  6.8362  31.9359
Si  6.8362  6.8362  31.9359
Si  4.1018  9.5708  31.9359
Si  9.5708  9.5708  31.9359
Si  2.7345  0  0.6835
Si  8.2035  0  0.6835
Si  0  2.7345  0.6835
Si  5.469  2.7345  0.6835
Si  2.7345  5.469  0.6835
Si  8.2035  5.469  0.6835
Si  0  8.2035  0.6835
Si  5.469  8.2035  0.6835
Si  4.1018  1.3673  2.0507
Si  9.5708  1.3673  2.0507
Si  1.3673  4.1018  2.0507
Si  6.8362  4.1018  2.0507
Si  4.1018  6.8362  2.0507
Si  9.5708  6.8362  2.0507
Si  1.3673  9.5708  2.0507
Si  6.8362  9.5708  2.0507
Si  0  0  3.418
Si  5.469  0  3.418
Si  2.7345  2.7345  3.418
Si  8.2035  2.7345  3.418
Si  0  5.469  3.418
Si  5.469  5.469  3.418
Si  2.7345  8.2035  3.418
Si  8.2035  8.2035  3.418
Si  1.3404  1.4161  4.6658
Si  6.8155  1.3981  4.8592
Si  4.1169  4.1135  4.8257
Si  9.5213  4.1405  4.7614
Si  1.369  6.8596  4.8165
Si  6.7742  6.8773  4.7466
Si  4.0949  9.5807  4.7905
Si  9.5351  9.6116  4.7912
Si  2.713  0.113  6.0082
Si  8.1978  0.0513  6.2514
Si  0.0128  2.7781  6.0231
Si  5.4773  2.7798  6.3004
Si  2.784  5.5399  6.2043
Si  8.1018  5.4898  6.0903
Si  -0.0126  8.2584  6.15
Si  5.4589  8.236  6.2007
Si  3.7428  1.6561  7.4583
Si  9.893  1.2452  7.4269
Si  1.5475  3.9212  7.3667
Si  6.6458  4.4082  7.6346
Si  4.3864  6.655  7.5973
Si  9.2487  7.0898  7.316
Si  1.1515  9.9542  7.3195
Si  7.0499  9.3494  7.5508
O  5.5062  5.5296  8.1187
O  0.0399  0.0922  7.9425
O  2.6358  2.8031  7.9001
O  8.1942  8.2138  7.9178
O  1.3956  9.4855  24.6126
O  6.8602  4.0647  24.6003
O  6.8309  9.5163  24.6935
O  1.3782  3.955  24.7475
O  6.4174  9.7522  9.0428
O  0.7933  4.4665  8.7341
O  2.1123  9.4788  8.574
O  7.4339  3.8929  9.0284
O  9.7123  6.2238  8.6408
O  4.0943  0.9218  8.8894
O  3.8083  7.4046  8.9798
O  9.478  2.1381  8.7613
O  4.793  0.1207  23.8543
O  2.6026  0.2495  22.2093
O  10.5915  5.7896  23.992
O  5.0654  5.7959  23.629
O  8.9025  7.9001  23.9738
O  3.2926  2.3221  23.6982
O  3.252  7.7108  23.6948
O  10.6754  0.5045  23.7448
Si  5.1315  10.3195  16.0722
Si  3.9666  11.897  10.5085
Si  12.2357  15.1686  16.4724
Si  8.1364  10.004  21.1062
Si  8.0463  11.1929  15.0717
Si  0.1306  5.0815  12.1046
Si  11.8283  7.7512  20.9042
Si  3.8894  1.0481  22.8617
Si  2.3555  13.9875  12.0924
Si  2.4798  -0.6781  20.8581
Si  5.279  0.3511  20.3803
Si  8.0943  2.4868  9.5562
Si  11.6081  0.6768  13.1194
Si  11.1821  5.912  9.2302
Si  6.6795  8.2896  17.7522
Si  8.5829  15.8509  18.7389
Si  12.6953  4.9116  21.287
Si  2.5287  9.4912  11.9947
Si  9.4031  1.1168  22.9146
Si  9.3751  9.2517  17.0157
Si  17.3238  6.2843  15.3599
Si  10.0377  2.2675  15.3335
Si  2.4643  5.2913  13.9531
Si  16.2748  6.4874  20.0551
Si  5.5631  4.5766  17.7577
Si  3.8336  6.4683  22.7855
Si  4.437  12.6018  17.9316
Si  -0.5036  14.0496  20.6295
Si  10.1962  17.2132  16.4516
Si  13.0002  2.9884  19.1399
Si  8.0256  6.7632  20.9323
Si  4.1549  8.0138  14.1871
Si  8.7647  11.8166  11.9568
Si  2.3514  8.0724  9.3443
Si  9.8313  6.8885  23.1123
Si  10.7574  9.9912  19.3947
Si  6.7057  0.043  10.0728
Si  8.9206  4.9657  14.0801
O  9.8594  1.9369  21.5801
O  1.373  17.2064  20.4454
O  11.2663  4.1619  21.5864
O  13.0163  14.8937  17.8464
O  4.2693  6.8986  21.2363
O  4.2812  11.5912  16.654
O  8.3771  2.3162  11.1903
O  7.1008  4.4027  18.2892
O  3.7612  8.7621  12.7917
O  19.5741  6.3804  19.4676
O  9.3632  5.1948  17.3499
O  6.4408  10.9331  15.2826
O  2.982  10.755  11.0891
O  1.8987  12.6879  12.9776
O  4.1609  9.3003  15.2216
O  10.1275  7.8379  16.7988
O  8.2131  22.5399  13.4875
O  9.394  -0.4844  20.1625
O  0.5545  13.4384  19.5295
O  -2.3676  2.1704  23.8293
O  4.8921  14.0762  17.4506
O  8.4486  -0.1513  22.51
O  7.0236  12.2715  9.1147
O  4.8947  1.4008  21.5993
O  3.1723  4.2863  12.8346
O  6.6497  10.4689  20.642
O  9.2424  14.7421  19.742
O  1.3573  10.1027  13.004
O  10.4016  0.7311  11.9923
O  20.4184  5.055  12.5375
O  11.9433  5.7024  13.3366
O  3.4069  13.3728  10.9854
O  8.7391  12.4051  15.9716
O  2.1698  19.6438  21.2182
O  7.0637  7.2523  16.5199
O  8.0439  8.3729  21.1989
O  14.91  10.2994  20.1659
O  7.3534  16.2741  14.4197
O  9.715  6.0997  14.9197
O  8.0135  -0.2653  11.0324
O  5.5626  1.1432  18.9877
O  5.6201  7.2803  14.3021
O  10.9793  8.3864  19.6676
O  2.6257  16.3027  22.5899
O  1.261  7.0552  8.6982
O  16.9094  7.6646  19.0886
O  8.8583  9.8465  15.5746
O  0.1506  13.9935  16.3102
O  8.885  6.0427  22.0997
O  9.3133  14.3628  14.4404
O  0.1748  6.0571  10.8284
O  10.8945  1.1001  14.5373
O  10.9287  7.7428  22.2641
O  5.6166  9.4254  17.3279
O  15.7191  5.373  18.9816
O  8.103  9.0339  18.0418
O  10.46  10.2168  17.796
O  13.5873  14.8056  20.3945
O  11.825  3.6813  11.6463
O  12.1337  10.7316  19.9218
O  2.0662  8.3247  10.9339
O  3.15  6.7173  14.3763
O  3.019  12.6711  18.7563
O  11.7298  16.7153  16.5782
O  5.4575  0.4971  11.0396
O  13.2668  15.1979  15.2164
O  6.5897  6.0002  20.9789
O  16.3764  5.3261  16.2957

Results
free energy: -137508.403 eV
free energy less fixed offsets of O -568.88, Si -635.61 eV per atom: 0.297 eV

Forces (eV/angstrom), in the order of the atoms: element, x, y, z
Si  0.0857  -0.0312  -0.1206
Si  0.1161  -0.1701  -0.1796
Si  -0.1484  0.1481  -0.1204
Si  -0.1098  0.0925  -0.0727
Si  0.1557  -0.1394  -0.1851
Si  0.0582  -0.146  -0.1259
Si  -0.0372  0.0829  -0.1526
Si  -0.1049  0.1382  -0.1179
Si  0.011  0.02  0.0081
Si  0.0227  0.0586  0.0797
Si  0.0088  -0.0005  0.0449
Si  0.003  -0.0193  0.0184
Si  0.0441  -0.0529  0.0328
Si  0.0197  0.0674  0.0244
Si  0.0357  -0.0224  0.0294
Si  -0.0794  0.0212  0.0054
Si  -0.0207  -0.0016  -0.0263
Si  -0.0095  -0.0252  -0.0427
Si  0.0096  0.0231  -0.022
Si  0.0032  0.0279  -0.0582
Si  -0.024  0.002  -0.0434
Si  -0.0211  -0.0269  -0.0078
Si  0.01  0.0378  0.0592
Si  -0.0083  0.0149  -0.0505
Si  0.0131  -0.0655  0.1933
Si  0.0674  -0.0249  0.3409
Si  0.0855  -0.1234  -0.2537
Si  0.0149  -0.0477  -0.127
Si  0.167  -0.1836  0.3883
Si  0.0238  -0.0248  0.0629
Si  0.0207  -0.1076  -0.0496
Si  0.0645  -0.0876  -0.2325
Si  -0.0998  -0.0409  -0.0066
Si  -0.0336  0.0522  -0.0099
Si  -0.0306  -0.0194  -0.0008
Si  0.049  0.0467  -0.014
Si  -0.0427  0.0296  -0.0355
Si  -0.0712  0.0173  0.0194
Si  -0.0433  0.0111  -0.0178
Si  0.0132  0.0199  -0.0141
Si  0.004  0.0043  -0.0238
Si  0.0469  -0.0385  -0.0268
Si  0.0301  -0.0267  -0.004
Si  -0.0021  -0.0021  -0.0175
Si  0.0473  -0.0289  -0.0317
Si  0.0182  -0.0292  -0.0162
Si  0.0041  -0.0261  -0.0263
Si  0.0445  -0.0106  -0.0037
Si  -0.0082  0.0116  0.0218
Si  -0.0271  0.0476  0.0062
Si  -0.0365  0.0118  0.0329
Si  -0.0147  -0.0161  0.0102
Si  -0.0796  0.0755  -0.0039
Si  0.0256  0.0106  0.0286
Si  -0.0199  -0.0141  0.0085
Si  -0.0319  0.0231  0.0312
Si  0.025  0.0603  0.0191
Si  0.0099  -0.0953  -0.0106
Si  0.135  0.0316  -0.008
Si  -0.0056  -0.0096  0.0103
Si  -0.0242  -0.1087  -0.0116
Si  0.0572  0.0489  0.0299
Si  -0.0274  -0.0186  0.0115
Si  0.0952  0.0029  0.003
Si  -0.3229  -0.1054  -0.4013
Si  0.127  0.1267  0.2967
Si  0.3805  0.4815  -0.3775
Si  -0.2483  -0.1081  0.1152
Si  0.0557  0.1883  0.1319
Si  -0.2593  -0.0576  -0.1737
Si  -0.0255  0.002  0.0697
Si  -0.0503  0.1668  -0.0705
Si  -0.0209  -0.0111  0.0385
Si  0.0054  -0.0056  0.0257
Si  -0.0121  0.0057  -0.0093
Si  0.0113  -0.0193  0.0289
Si  0.0101  0.0066  -0.0046
Si  0.0054  0.0191  0.0243
Si  -0.0087  0.0141  0.025
Si  -0.0228  0.008  0.013
Si  -0.0059  0.034  -0.0222
Si  0.0263  -0.0325  -0.0061
Si  0.0267  -0.0328  -0.0036
Si  0.0138  0.0273  0.0063
Si  0.007  -0.0397  0.0053
Si  -0.0374  0.0393  -0.0264
Si  -0.0067  0.0341  -0.0368
Si  0.0633  -0.0281  -0.0095
Si  -0.0908  0.0169  0.0718
Si  0.0986  -0.0635  0.0356
Si  0.0574  -0.075  0.0428
Si  -0.0577  0.1026  0.0726
Si  0.1241  -0.0489  0.1024
Si  -0.2074  0.0981  0.1712
Si  -0.0627  0.1442  0.1211
Si  0.0596  -0.1306  0.0488
O  -0.0035  0.0056  -0.0867
O  0.0236  -0.0263  -0.1183
O  -0.0105  -0.0038  -0.0923
O  0.0633  -0.0517  -0.1157
O  -0.0226  -0.0024  0.1189
O  -0.0114  0.0159  0.1303
O  0.011  -0.0873  0.1492
O  0.0096  -0.0573  0.1646
O  0.0015  0.0129  -0.0562
O  -0.003  0.0302  -0.0387
O  -0.0063  -0.0245  -0.0649
O  0.0073  -0.025  -0.0555
O  0.0443  0.0115  -0.0916
O  0.0001  0.0268  -0.0882
O  -0.0376  0.0058  -0.0622
O  -0.0272  0.0105  -0.0326
O  0.0068  0.0189  0.0816
O  0.0036  0.0097  0.0486
O  0.0004  -0.0011  0.0696
O  0.015  0.0127  0.0778
O  -0.014  -0.0106  0.0352
O  0.0002  0.0138  0.0704
O  -0.0083  0.0057  0.0768
O  0.0028  -0.0177  0.0657
Si  0.0123  0.0002  0.0196
Si  -0.013  0.0024  0.1201
Si  -0.0024  -0.0185  0.0143
Si  -0.0079  0.0212  -0.0988
Si  0.0128  0.0173  -0.0297
Si  0.0203  -0.0438  0.0636
Si  -0.0149  -0.0097  -0.1056
Si  0.0038  -0.0106  -0.0684
Si  -0.0199  -0.0495  0.025
Si  0.0064  -0.018  -0.0824
Si  -0.0028  -0.0225  -0.0286
Si  -0.0027  -0.0242  0.0881
Si  -0.0029  -0.0241  -0.0293
Si  -0.0461  -0.0187  0.0878
Si  -0.0051  0.0106  0.0442
Si  0.018  0.0021  0.0503
Si  -0.0506  0.0204  -0.1289
Si  -0.0308  0.0517  0.0584
Si  -0.0147  -0.0004  -0.0732
Si  0.0152  0.0414  0.0206
Si  -0.0029  0.0216  0.0299
Si  0.0143  -0.0028  -0.0192
Si  -0.0231  -0.0217  -0.0067
Si  0.0499  -0.0153  -0.0342
Si  0.0191  -0.0034  0.0737
Si  -0.0372  -0.0042  -0.078
Si  -0.0057  -0.0269  0.0722
Si  0.0324  0.0489  -0.0795
Si  -0.0146  -0.0184  0.0164
Si  -0.0193  -0.008  0.012
Si  -0.001  -0.0036  -0.0474
Si  -0.0287  0.0176  -0.0365
Si  0.0484  -0.0504  0.0311
Si  0.0033  0.0024  0.0972
Si  -0.0306  0.0049  -0.0736
Si  0.0267  -0.0186  0.0065
Si  0.0327  0.0039  0.1048
Si  0.0596  -0.015  -0.0019
O  -0.0194  -0.0509  0.093
O  0.0114  -0.0319  0.0487
O  0.0263  -0.0007  0.0417
O  0.0012  0.0182  -0.0027
O  -0.0212  -0.0113  0.1019
O  -0.0029  -0.0122  -0.0208
O  -0.0144  0.0431  -0.076
O  -0.0167  -0.0093  -0.0227
O  0.0093  -0.0144  -0.0001
O  -0.0092  -0.0054  0.0062
O  0.0088  0.0065  -0.017
O  -0.0045  0.0029  0.0036
O  -0.0228  -0.0053  -0.0345
O  0.0039  0.0175  -0.0089
O  0.005  0.0012  0.0077
O  0.0065  -0.0103  -0.0132
O  -0.0086  -0.0011  0.0235
O  -0.0162  -0.0055  0.0201
O  0.0114  0.0035  0.022
O  0.0195  -0.008  0.0296
O  0.0125  0.0335  -0.0292
O  -0.0066  0.0006  0.0613
O  -0.0031  0.0021  -0.0715
O  -0.0155  -0.0031  0.0693
O  -0.0114  0.0132  0.0133
O  0.0107  0.0022  0.0454
O  -0.0011  0.0012  -0.0035
O  0.0253  -0.0156  -0.0204
O  -0.0332  0.0149  -0.0039
O  -0.0083  -0.0074  0.0073
O  -0.0089  0.0162  -0.0125
O  -0.0038  0.0097  -0.0252
O  -0.0112  -0.0098  0.0088
O  -0.0088  0.0126  0.0629
O  0.0019  -0.0184  -0.0315
O  -0.0011  0.0025  0.0506
O  0.0054  0.0112  0.019
O  -0.0175  0.0148  0.011
O  -0.0158  0.0121  -0.0115
O  -0.0146  0.0163  -0.0631
O  -0.017  0.0262  -0.0165
O  0.0149  -0.0255  0.0005
O  0.0032  0.0138  0.0417
O  0.0145  0.0003  0.0677
O  0.009  0.0071  -0.0354
O  -0.0075  -0.0033  -0.0135
O  0.0008  -0.0094  -0.0075
O  -0.0155  -0.0036  -0.015
O  0.0158  0.0338  0.0466
O  -0.0065  0.0173  -0.0075
O  0.0043  0.0088  -0.051
O  -0.0114  0.0096  0.0281
O  -0.004  0.0015  0.0779
O  -0.0124  -0.0072  -0.0078
O  0.0113  0.0085  0.0042
O  -0.0047  -0.0076  -0.0162
O  -0.0362  -0.0213  -0.0376
O  -0.0056  -0.0118  0.0233
O  0.0126  0.0147  -0.0284
O  0.0027  -0.0059  0.0392
O  0.0148  -0.0274  -0.0632
O  0.0151  0.0012  0.0077
O  0.0074  0.0075  -0.0086
O  -0.021  0.004  0.008
O  0.0074  -0.0017  -0.0497
O  0.0075  0.0033  0.0023
O  -0.0227  0.0045  0.0122
O  -0.0006  0.0023  -0.0364

The program warned: the cutoff lies below the one the program advises for these potential files; the exchange-correlation potential is rough where the density is thin.
